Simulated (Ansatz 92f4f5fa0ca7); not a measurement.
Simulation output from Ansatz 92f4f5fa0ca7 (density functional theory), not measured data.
Periodic cell of 294 atoms, Si196O98, from a study of silicon, its oxide and their interface. The atomic structure is a simulated model.
Doubt: the cutoff is far below the 930 eV that the study's wrapper takes by default for these files, so forces and energies are approximate.

Settings: functional PBE; potential files Ansatz PAW; basis plane waves; wave-function cutoff 580 eV; density cutoff ratio 5; exchange-correlation grid ratio 1; k mesh 1 x 1 x 1, Gamma-centred; self-consistency stop 5e-08 eV per atom in the density residual; occupations fixed; spin none; net charge 0.

Cell vectors (angstrom)
a 11.6015 0 0
b 0 10.938 0
c 0 0 40.9618

Atoms and the computed forces on them: element, x, y, z (angstrom), force x, y, z (eV/angstrom)
Si 0 0 0.9665 0.0014 0.1244 0.0165
Si 3.8672 0 0.9665 0.001 0.0808 -0.0177
Si 7.7343 0 0.9665 -0.0003 -0.0048 0.0002
Si 1.9336 1.3673 0.9665 0.0034 -0.0972 0.001
Si 5.8008 1.3673 0.9665 0.0266 -0.0576 -0.0185
Si 9.6679 1.3673 0.9665 -0.0277 -0.0237 0.0061
Si 0 5.469 0.9665 -0.0195 0.0539 0.0056
Si 3.8672 5.469 0.9665 0.0186 0.0022 0.0152
Si 7.7343 5.469 0.9665 0.0013 0.0107 0.0041
Si 1.9336 6.8362 0.9665 0.0039 -0.0293 0.0013
Si 5.8008 6.8362 0.9665 0.0051 -0.0287 -0.0144
Si 9.6679 6.8362 0.9665 -0.0051 0.0175 0.0192
Si 1.9336 2.7345 39.9947 0.0364 0.1327 -0.0449
Si 5.8008 2.7345 39.9947 -0.0294 0.1061 -0.0674
Si 9.6679 2.7345 39.9947 -0.0181 0.0249 -0.0154
Si 0 4.1018 39.9947 0.0016 -0.0564 0.0008
Si 3.8672 4.1018 39.9947 -0.0101 0.0738 0.0926
Si 7.7343 4.1018 39.9947 0.0215 0.0476 0.0878
Si 1.9336 8.2035 39.9947 0.0259 0.0225 0.0166
Si 5.8008 8.2035 39.9947 0.0151 0.0272 0.0123
Si 9.6679 8.2035 39.9947 -0.0254 -0.1037 0.1013
Si 0 9.5708 39.9947 -0.0099 -0.1701 -0.0766
Si 3.8672 9.5708 39.9947 -0.0111 -0.1419 -0.0676
Si 7.7343 9.5708 39.9947 0.0071 -0.0069 -0.0271
Si 0 0 4.8337 0.0279 0.2229 0.2494
Si 3.8672 0 4.8337 -0.0378 0.1863 -0.0699
Si 7.7343 0 4.8337 0.055 0.0109 -0.1371
Si 1.9336 1.3673 4.8337 -0.0276 -0.2566 -0.0439
Si 5.8008 1.3673 4.8337 0.0124 -0.0702 0.1745
Si 9.6679 1.3673 4.8337 0.0959 -0.0338 0.0565
Si 0 5.469 4.8337 -0.0694 0.032 -0.1247
Si 3.8672 5.469 4.8337 0.005 -0.1018 0.1997
Si 7.7343 5.469 4.8337 0.0648 0.0195 0.0917
Si 1.9336 6.8362 4.8337 -0.088 0.0851 -0.0633
Si 5.8008 6.8362 4.8337 -0.2271 -0.0572 -0.1635
Si 9.6679 6.8362 4.8337 0.2402 -0.0239 -0.2131
Si 1.9336 2.7345 2.9001 -0.0054 0.1384 0.0561
Si 5.8008 2.7345 2.9001 0.0195 0.0811 0.0477
Si 9.6679 2.7345 2.9001 0.0026 0.0512 0.0443
Si 0 4.1018 2.9001 0.0314 -0.0533 -0.0142
Si 3.8672 4.1018 2.9001 -0.0471 -0.0234 -0.0039
Si 7.7343 4.1018 2.9001 0.0027 0.0282 -0.0677
Si 1.9336 8.2035 2.9001 -0.0013 -0.0172 -0.0636
Si 5.8008 8.2035 2.9001 0.0068 -0.0135 -0.0505
Si 9.6679 8.2035 2.9001 -0.0123 -0.0384 -0.0307
Si 0 9.5708 2.9001 -0.0111 -0.1909 0.0792
Si 3.8672 9.5708 2.9001 0.0104 -0.0868 0.0281
Si 7.7343 9.5708 2.9001 0.0296 0.0234 -0.0243
Si 5.7255 2.9026 32.3066 0.1119 -0.2789 0.0964
Si 7.8368 -1.1791 32.2476 -0.4834 -0.0669 0.1359
Si 4.6055 -4.7669 26.5341 0.0672 0.1065 0.0166
Si -1.1 5.8075 19.0316 0.0471 -0.1319 -0.0848
Si 2.1768 5.0728 31.4258 0.2802 -0.3721 -0.1174
Si 5.8043 -2.6053 32.1863 -0.0727 0.2057 0.1045
Si -3.1077 6.1001 31.045 0.0077 0.1934 -0.1441
Si -1.8422 1.3604 20.8252 -0.0046 0.173 0.0348
Si 6.2787 6.8585 30.4018 0.2015 0.1725 0.0215
Si -2.4007 10.6979 28.6577 -0.1035 0.1304 0.3764
Si 9.3815 11.3119 30.9803 -0.1909 -0.2909 0.0247
Si 4.0881 4.7775 29.2166 -0.0925 0.1083 0.0448
Si 2.156 7.5027 32.0116 0.1255 -0.0742 0.1643
Si 10.9444 3.8881 28.5962 0.0756 0.3837 0.1085
Si 11.5139 4.3115 32.0355 -0.0139 0.6906 0.0661
Si 5.615 2.2719 30.0387 -0.0555 -0.0043 0.5525
Si 3.7267 9.4468 31.916 0.0198 -0.1356 -0.1821
Si 6.0762 2.4241 25.8257 0.0101 -0.0924 -0.037
Si -2.2868 7.9662 32.4633 -0.2051 -0.0586 0.0845
Si 9.6968 13.4961 32.1895 -0.1106 -0.0631 0.0779
Si 10.8929 9.7076 31.9892 0.2152 -0.0224 0.0541
Si 2.879 9.0048 24.4239 0.4176 -0.103 0.1312
Si 0.6356 4.7906 25.7749 -0.0082 -0.2165 0.0753
Si 12.9773 12.3488 28.5224 0.1746 0.0849 -0.109
Si 0.0873 0.0726 33.9883 0.0366 -0.1126 -0.1854
Si 3.8405 -0.0551 33.9694 -0.0278 -0.06 0.0275
Si 7.8162 0.046 34.2498 -0.1058 -0.1379 -0.1535
Si 2.134 1.6134 33.955 0.1442 -0.0374 0.1349
Si 5.8182 1.3014 34.1027 0.1889 0.1852 -0.2323
Si 9.7472 1.4085 34.252 0.1431 -0.0008 -0.2791
Si -0.0446 5.4385 34.1699 -0.1484 -0.0688 -0.0582
Si 3.8137 5.423 34.3339 0.0351 0.1257 0.0798
Si 7.7156 5.4346 34.3099 -0.0147 0.0332 0.1999
Si 1.8885 6.7992 34.232 -0.0327 0.0475 0.1625
Si 5.7752 6.8524 34.1546 0.0407 -0.0478 -0.164
Si 9.6336 6.7982 34.4151 -0.1247 -0.0611 -0.0398
Si 1.9565 2.677 36.0897 -0.0802 0.2484 0.0484
Si 5.7728 2.6542 36.0973 -0.0835 0.1127 -0.0358
Si 9.688 2.7595 36.1593 0.0773 0.1273 0.1432
Si 0.0385 4.091 36.1253 -0.0756 -0.1009 -0.0765
Si 3.8684 4.0593 36.2127 0.0825 -0.0835 0.0726
Si 7.6913 4.0396 36.1866 -0.0204 0.0151 -0.1397
Si 1.9227 8.2409 36.1178 -0.0319 0.0254 -0.0289
Si 5.7779 8.2027 36.1105 -0.0676 0.0251 -0.0986
Si 9.6989 8.2848 36.1982 -0.1286 0.0025 -0.0603
Si 0.0299 9.6647 36.0278 0.2737 0.007 0.0939
Si 3.8595 9.6172 36.0421 -0.0523 -0.173 -0.02
Si 7.7199 9.5778 36.1377 0.0983 -0.0884 0.0283
Si 0 0 38.0611 0.0628 0.1583 -0.2932
Si 3.8672 0 38.0611 0.0034 0.0493 -0.2892
Si 7.7343 0 38.0611 -0.0896 0.0609 0.1189
Si 1.9336 1.3673 38.0611 -0.0373 -0.1706 -0.0283
Si 5.8008 1.3673 38.0611 -0.0251 -0.2578 0.0719
Si 9.6679 1.3673 38.0611 0.0376 -0.0934 0.0732
Si 0 5.469 38.0611 0.1052 0.054 -0.1078
Si 3.8672 5.469 38.0611 0.033 0.0114 0.434
Si 7.7343 5.469 38.0611 -0.0878 -0.0182 0.0874
Si 1.9336 6.8362 38.0611 -0.0155 0.116 -0.1553
Si 5.8008 6.8362 38.0611 -0.0568 0.0288 -0.069
Si 9.6679 6.8362 38.0611 0.1385 0.123 0.1745
Si 1.9073 2.6794 6.7936 0.0173 0.2665 -0.1322
Si 5.8193 2.7296 6.7925 0.0653 0.0243 0.0128
Si 9.6948 2.7057 6.7942 0.0623 -0.0445 -0.1028
Si 0.0304 4.0936 6.7471 -0.0335 -0.154 -0.1521
Si 3.8511 4.0516 6.7737 -0.037 -0.0795 0.1522
Si 7.7717 4.0722 6.746 -0.0343 -0.0702 0.0191
Si 1.9243 8.2726 6.7186 0.021 0.0986 0.0594
Si 5.7505 8.2337 6.719 0.021 0.0894 0.19
Si 9.7539 8.2147 6.7305 0.1598 -0.0076 0.0621
Si 0.0164 9.6785 6.8691 -0.0355 -0.0823 -0.0406
Si 3.8304 9.6573 6.8027 -0.1794 -0.0651 -0.0775
Si 7.755 9.4769 6.6854 -0.0311 -0.1275 0.1824
Si -0.0302 0.05 8.9637 -0.0821 -0.1566 0.0377
Si 3.7211 0.1592 8.7278 0.2357 -0.039 0.0896
Si 7.6996 -0.2008 8.6292 -0.1055 -0.1469 -0.0864
Si 1.7543 1.6075 8.9024 -0.119 0.0255 0.1368
Si 5.7945 1.2279 8.6401 -0.1127 0.0048 0.1406
Si 9.5226 1.2918 8.7171 0.0738 0.0825 -0.0112
Si 0.2195 5.3614 8.7101 -0.0087 0.1529 0.1888
Si 3.8807 5.4302 8.6962 0.0836 0.1057 -0.1092
Si 7.8171 5.5753 8.5394 0.0251 0.1711 0.0066
Si 2.0362 6.89 8.5914 0.1521 -0.0146 0.2168
Si 5.814 6.7753 8.5542 -0.0683 -0.2354 0.1103
Si 9.8363 6.8051 8.6189 -0.1843 0.015 0.1419
Si -1.1872 -2.5829 17.3279 0.0965 -0.0373 0.0681
Si 3.2764 4.5466 10.8557 0.3321 0.1777 0.1621
Si 8.0405 4.7165 10.6727 -0.0847 0.3565 0.1239
Si 1.6898 6.799 14.1137 0.2323 -0.3691 -0.3876
Si 4.0873 -1.2792 10.5265 -0.1169 0.0406 0.1436
Si 8.5026 2.3916 10.5356 -0.0083 0.0102 0.18
Si -1.7622 8.0474 10.6407 -0.4019 0.0081 -0.0594
Si 9.6436 6.0097 11.8349 0.2788 -0.3289 -0.2707
Si 5.8099 8.1125 10.4429 0.1401 -0.3715 -0.7287
Si 5.253 7.23 12.5574 -0.1641 0.066 0.0932
Si 7.7499 9.3729 10.5958 0.2416 -0.0115 -0.0473
Si 10.0333 11.1634 14.3271 0.0361 0.0804 -0.0605
Si 1.1499 3.7052 10.3195 -0.2464 -0.0039 -0.0738
Si 3.0194 0.7835 23.2081 0.1762 0.2146 0.2937
Si 9.7507 2.4628 12.4686 -0.5041 -0.2542 -0.4878
Si 6.1355 1.4032 23.0339 0.0372 0.1012 0.1416
Si 6.4567 5.2015 12.4143 -0.0048 -0.4414 0.0629
Si 5.0282 3.3859 12.0074 -0.2855 0.1862 0.1962
Si 0.4303 9.4457 13.2395 -0.2208 0.0825 -0.7465
Si 8.8739 0.0307 23.3197 -0.1357 0.2521 0.1995
Si 3.0198 6.5355 12.1589 0.0829 0.068 0.1367
Si 2.4144 2.6475 20.7262 -0.055 0.1197 0.0644
Si 2.9387 10.9712 14.6739 0.157 -0.0364 -0.5769
Si 13.7961 8.1607 10.6159 0.2633 0.0612 -0.1848
O 28.3521 5.6736 30.0914 0.1028 0.0924 0.0708
O 17.822 17.244 26.4557 0.0285 0.0083 -0.0617
O 17.9557 2.1393 21.612 0.0038 0.0335 -0.1055
O -10.3838 -30.3554 19.6472 0.0396 -0.0383 -0.0165
O 13.9226 4.1552 21.3484 -0.0077 -0.013 0.0246
O -21.2286 14.8104 25.5289 -0.0403 -0.0393 -0.0294
O 15.6899 20.7416 14.5964 -0.2335 0.0898 0.3947
O 27.226 -5.1007 22.3897 -0.0954 -0.0245 -0.1637
O 15.2962 -1.0848 28.446 -0.036 -0.0228 -0.2476
O 26.8448 1.349 13.9904 -0.1999 -0.2949 0.2973
O 0.9361 -2.3516 29.2508 -0.1042 -0.139 -0.2016
O 17.8468 -19.2982 24.1932 -0.0048 -0.0603 -0.082
O -19.7537 4.7295 17.5541 0.0009 0.0081 0.0501
O 10.37 2.8372 20.4774 0.0659 -0.0225 -0.0054
O 17.4463 -9.9059 19.1993 -0.0526 0.0124 -0.0686
O 2.4514 18.5244 15.3375 0.0594 0.1374 0.199
O -9.1298 0.5182 16.172 -0.0811 0.0378 0.0576
O -10.4679 17.2656 25.5744 -0.0682 0.2636 -0.1101
O 20.7002 24.6419 25.5023 0.0431 -0.0233 -0.006
O 22.1523 -20.7488 13.0452 0.0068 0.1163 0.0634
O 2.5026 32.0437 23.3132 -0.0209 -0.0548 -0.021
O 4.4679 13.4811 26.0986 -0.0095 -0.0974 0.0069
O -2.6652 8.6678 16.6661 0.0585 0.0899 -0.0467
O -18.4683 2.4517 17.3356 0.068 0.0069 0.1941
Si 29.4152 -4.5128 17.4072 0.0953 -0.0153 -0.0258
Si 16.331 6.5458 23.6563 -0.0543 -0.0582 0.2502
Si 10.7253 16.6561 30.2677 -0.495 -0.324 0.2561
Si 6.9963 -2.1865 27.9739 -0.0814 -0.2636 0.0618
Si -2.2729 4.312 24.9985 0.0155 -0.0022 0.1871
Si 8.6754 1.2522 25.9955 -0.1106 0.0093 0.1057
Si 0.2252 9.4288 28.0371 -0.1514 -0.1112 0.5171
Si 16.2334 3.9637 16.7286 -0.2474 0.0186 -0.3154
Si 5.5102 -1.7416 14.0595 0.074 0.1342 -1.0566
Si 14.3998 -5.2178 21.3314 0.1839 -0.073 -0.0131
Si 6.8763 1.972 20.0755 0.0758 0.0107 0.2015
Si 16.378 2.522 14.1725 0.0789 0.2082 -0.9294
Si 3.693 10.8152 29.7869 0.1879 -0.38 0.475
Si 11.6769 10.1158 19.4884 -0.0869 0.0783 0.0095
Si 11.7832 9.397 10.8759 0.0536 0.0426 -0.0793
Si 13.4587 19.0453 16.7755 -0.134 -0.186 -0.1801
Si 8.687 5.9469 13.9631 -0.0032 -0.4456 -0.3954
Si 15.007 17.1428 18.2642 -0.1403 -0.1405 -0.0085
Si 10.3275 2.2053 16.3713 0.0349 0.0961 -0.2278
Si 11.3829 3.0459 19.2005 -0.1884 0.0304 -0.0448
Si -4.0115 -24.8307 15.9749 -0.1291 -0.0582 -0.0282
Si -3.7183 12.8353 14.7914 0.1068 0.2472 -0.2419
Si -15.6299 15.9557 19.7936 0.0223 -0.0637 0.0856
Si 11.2643 4.5456 14.5213 0.4142 0.049 -0.3216
Si -8.1277 3.6417 32.8331 0.0126 -0.1446 -0.3314
Si 6.261 23.617 10.8889 0.0499 -0.5804 0.1838
Si 7.7948 5.9043 22.875 -0.1331 -0.1126 0.1526
Si 0.8871 7.9213 25.2444 -0.0547 -0.2372 0.2154
Si 23.4407 7.6284 21.2881 0.0704 -0.1168 -0.2659
Si -7.2365 1.4897 18.6108 0.1431 0.2154 0.2807
Si 11.2232 -6.7292 12.1808 0.1647 0.3082 0.0632
Si 7.727 28.0619 27.0337 -0.1445 0.069 0.002
Si 15.8328 9.1667 27.0564 0.1614 -0.1467 0.2353
Si -8.9564 21.8126 17.7134 -0.4247 -0.5362 -0.1535
Si -1.364 8.0977 22.9806 -0.3005 0.0524 0.0122
Si 14.4278 2.4979 25.8568 0.0649 0.1706 0.0021
Si -3.755 -6.7897 32.3518 -0.0166 0.1554 -0.0717
Si 11.8791 18.8829 30.6601 0.3811 0.4244 -0.1706
Si 17.6457 10.4418 11.9497 -0.1356 0.7478 0.0893
Si 19.3497 3.649 28.2211 -0.1103 0.0331 -0.0846
O -9.044 1.5526 24.5675 -0.0522 -0.1166 -0.1434
O -16.1795 -9.8447 26.1295 -0.0512 0.0732 -0.018
O -2.2274 14.3398 28.2732 0.1808 -0.0356 0.1333
O 18.4183 17.0955 18.9084 0.0106 0.0089 0.0783
O 13.584 6.9018 17.8672 0.0267 -0.0092 0.0347
O 2.3415 1.5345 21.9248 -0.0066 -0.0131 -0.0935
O 33.0637 27.1956 14.9225 -0.1135 0.0835 0.1838
O 12.1697 -24.9869 13.4894 0.1207 0.0865 0.3355
O 37.0359 1.9383 27.2497 -0.0679 -0.0689 0.075
O 8.9781 7.0273 22.9542 0.2355 0.2474 0.016
O 18.676 2.6585 29.3365 0.0888 -0.0041 -0.1229
O 4.2485 27.6013 25.0043 -0.0007 0.1083 -0.0549
O 24.7864 6.7534 21.741 -0.242 0.1656 -0.0198
O 14.4452 -34.4839 17.3778 0.025 0.128 0.0828
O 10.219 -1.4946 28.3575 0.0962 -0.0769 -0.2088
O 34.0618 0.2661 20.3629 0.0301 -0.1292 -0.018
O 15.0326 -4.8512 19.8793 0.0176 0.0096 -0.0559
O 16.2508 33.5629 23.098 -0.1343 -0.0663 -0.0938
O 27.3048 16.0257 27.62 -0.0252 -0.0463 0.0355
O 13.2476 -0.5292 13.8085 0.1313 0.0326 0.3675
O -7.8372 2.3994 19.8522 0.053 -0.1003 -0.1322
O -5.6236 -6.026 16.7458 0.0027 0.0391 0.0533
O 0.6238 10.9987 28.0393 0.0102 0.0639 -0.1257
O -26.4101 22.2267 14.4653 -0.0137 -0.1011 0.1444
O 33.9574 2.2275 17.9315 0.0027 0.0174 0.0473
O 18.0792 20.0063 15.3927 0.1723 0.003 0.3362
O 22.7042 8.0595 24.3708 -0.1362 0.0211 0.001
O -0.9102 -10.2026 15.7405 -0.0225 -0.0656 0.0069
O 32.5211 22.7371 27.4425 0.0084 -0.0024 -0.162
O 47.3903 38.2962 14.7981 -0.0552 0.2146 0.3464
O 8.4103 4.5994 23.6794 -0.0033 0.0988 -0.1056
O -16.9974 7.8643 29.0922 -0.0118 0.1445 -0.0843
O 19.7824 -3.5881 14.5929 0.0476 0.1011 0.186
O 30.9019 -0.8915 28.6264 0.1029 0.0131 -0.0394
O -3.9812 -5.6542 28.4212 -0.0079 -0.0918 -0.018
O 18.8416 -10.7418 23.1955 0.0629 -0.1049 -0.038
O 20.4351 5.4562 26.0894 0.0518 0.0248 -0.0683
O 11.8795 24.4292 29.0022 -0.0386 -0.1177 0.0046
O 7.2928 -5.8977 13.8801 0.1955 0.2005 -0.1993
O -3.283 -9.7434 20.0636 -0.0225 -0.0137 -0.0576
O 19.0729 -5.5072 21.3586 -0.0044 -0.015 -0.0765
O -3.0399 2.7749 13.5845 -0.0615 0.1192 0.1183
O -34.0701 -1.9504 20.4821 0.0601 -0.1398 0.1066
O 31.3386 7.7466 27.3148 -0.0222 -0.0068 -0.0235
O -11.3327 -13.3698 16.535 -0.1038 0.055 0.0635
O 29.5692 17.4167 23.4867 0.1571 0.0338 -0.1062
O 29.4602 23.8633 14.7592 0.0323 -0.0909 0.2617
O -1.2591 17.7227 17.7554 -0.0039 -0.0584 -0.0622
O 51.5273 -10.2158 29.7829 0.0245 0.0134 -0.1075
O -20.6386 4.9828 29.7804 -0.0185 -0.0113 0.0712
O 15.4822 40.3804 26.987 -0.0699 -0.0038 0.0069
O 10.5855 -1.2432 13.989 -0.0843 -0.154 0.3002
O -12.2516 15.4293 24.7699 -0.001 0.0323 -0.0772
O -13.7285 20.4936 22.8075 0.0937 -0.3204 -0.0285
O -7.4827 -13.8105 23.8292 -0.0867 0.1483 -0.0731
O 25.6268 0.9469 29.7165 -0.1386 0.0299 -0.029
O 6.9857 3.5122 19.5148 -0.0231 0.018 -0.021
O -2.4904 5.0419 19.308 0.0499 -0.0265 -0.0478
O 17.4594 20.2317 26.9356 0.0169 0.1059 -0.0723
O 23.8084 8.7193 26.6435 -0.0099 0.0472 -0.1574
O 45.7565 -4.2558 20.3031 0.0203 0.097 0.1712
O 21.1522 23.1102 22.4364 0.0207 -0.0512 -0.0158
O 4.2298 -29.1025 15.157 0.011 0.0941 0.3519
O 16.0774 14.1436 29.3354 -0.0349 0.0843 -0.0848
O 11.5824 4.6076 18.7853 -0.0383 0.1182 0.0297
O 15.0922 9.8166 25.755 -0.0751 0.0175 -0.2025
O -2.9181 -19.4835 16.1646 -0.0825 0.0149 0.037
O 23.2515 15.4796 27.2767 0.0528 -0.0131 -0.1279
O 27.9034 17.9892 17.6894 0.024 -0.0027 0.0264
O 9.2707 22.0889 24.895 -0.0243 -0.0917 -0.1487
O 12.8564 21.7913 18.6212 0.2518 0.0678 -0.0559
O 22.8619 3.2686 15.5376 -0.0526 -0.1727 0.324
O 18.4243 3.496 26.8317 0.224 0.0831 0.1902
O -1.0666 -1.5389 18.5669 0.0293 0.0012 0.028

Results
free energy: -180321.919 eV
free energy less fixed offsets of O -568.88, Si -635.61 eV per atom: 7.881 eV

The program warned: the cutoff lies below the one the program advises for these potential files; the exchange-correlation potential is rough where the density is thin.
